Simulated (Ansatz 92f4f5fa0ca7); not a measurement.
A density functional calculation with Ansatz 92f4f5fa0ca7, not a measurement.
Periodic cell of 213 atoms, Si132O78H3, from a study of silicon, its oxide and their interface. The atomic structure is a simulated model.
Doubt: the cutoff is far below the 930 eV that the study's wrapper takes by default for these files, so forces and energies are approximate.

Settings
functional: PBE
potential files: Ansatz PAW
basis: plane waves
wave-function cutoff: 580 eV
density cutoff ratio: 5
exchange-correlation grid ratio: 1
k mesh: 1 x 1 x 1, Gamma-centred
self-consistency stop: 5e-08 eV per atom in the density residual
occupations: fixed
spin: none
net charge: -1 e, with a uniform compensating background and no finite-size correction

Cell vectors (angstrom)
a 10.938 0 0
b 0 10.938 0
c 0 0 31.231

Atoms: element, x, y, z (angstrom)
Si 10.4296 0.5443 23.7582
Si 6.1064 10.3424 23.8683
Si 2.2623 3.1174 23.7679
Si 8.6256 2.37 23.8044
Si 0.6445 4.9787 23.8487
Si 4.9876 5.9422 23.8726
Si 3.2729 7.6403 23.9048
Si 7.7845 8.5386 23.8321
Si 1.2861 1.4082 25.0675
Si 6.9413 1.2798 25.0648
Si 4.0588 4.088 25.0154
Si 9.6954 4.0731 25.0342
Si 1.5028 6.7299 25.1615
Si 6.7861 6.85 25.1193
Si 4.2093 9.4938 25.0338
Si 9.5609 9.6087 24.989
Si 2.7519 -0.0244 26.3086
Si 8.2671 -0.0263 26.5176
Si 0.0244 2.7486 26.5446
Si 5.4916 2.6986 26.323
Si 2.7899 5.3857 26.5757
Si 8.2418 5.4422 26.348
Si 0.0335 8.1972 26.3283
Si 5.4971 8.2083 26.5578
Si 4.1022 1.3524 27.71
Si 9.6034 1.3561 27.8909
Si 1.3816 4.0807 27.9382
Si 6.8598 4.0693 27.7214
Si 4.1411 6.8081 27.9055
Si 9.5841 6.8463 27.7219
Si 1.3934 9.5599 27.722
Si 6.8707 9.5846 27.8977
Si 0.0428 -0.0288 29.1771
Si 5.454 0.0217 29.1725
Si 2.7677 2.6911 29.1893
Si 8.1948 2.7328 29.179
Si -0.0169 5.4946 29.1808
Si 5.5204 5.4288 29.1838
Si 2.7264 8.2044 29.1759
Si 8.2337 8.179 29.1802
Si 1.3673 1.3673 30.5472
Si 6.8362 1.3673 30.5472
Si 4.1018 4.1018 30.5472
Si 9.5708 4.1018 30.5472
Si 1.3673 6.8362 30.5472
Si 6.8362 6.8362 30.5472
Si 4.1018 9.5708 30.5472
Si 9.5708 9.5708 30.5472
Si 2.7345 0 0.6835
Si 8.2035 0 0.6835
Si 0 2.7345 0.6835
Si 5.469 2.7345 0.6835
Si 2.7345 5.469 0.6835
Si 8.2035 5.469 0.6835
Si 0 8.2035 0.6835
Si 5.469 8.2035 0.6835
Si 4.0702 1.3983 2.0683
Si 9.5674 1.36 2.0366
Si 1.3956 4.0724 2.0433
Si 6.8003 4.1418 2.0599
Si 4.1208 6.8168 2.0358
Si 9.5408 6.8631 2.0658
Si 1.3488 9.5944 2.0642
Si 6.84 9.5549 2.0537
Si -0.0336 0.0309 3.4795
Si 5.4421 0 3.3449
Si 2.7287 2.7643 3.5414
Si 8.1721 2.7404 3.3357
Si 0.0109 5.4589 3.3074
Si 5.4349 5.4951 3.5212
Si 2.76 8.1999 3.3293
Si 8.1522 8.2038 3.5204
Si 1.3024 1.4059 4.8875
Si 6.7937 1.3863 4.6943
Si 4.0904 4.1548 4.9559
Si 9.572 4.0953 4.6633
Si 1.3922 6.8134 4.6597
Si 6.7602 6.8632 4.9439
Si 4.0931 9.571 4.7209
Si 9.5144 9.6203 4.8591
Si 2.7076 -0.0466 6.1186
Si 8.0969 0.1152 6.168
Si -0.0962 2.8411 6.2028
Si 5.5358 2.7121 6.2243
Si 2.6704 5.5858 6.2632
Si 8.172 5.3257 6.1162
Si 0.0004 8.1296 6.0161
Si 5.3918 8.3313 6.2986
Si 4.4665 0.876 7.3932
Si 8.9398 1.9905 7.3332
Si 0.8023 4.669 7.3989
Si 7.2702 3.6635 7.4549
Si 3.533 7.4532 7.5035
Si 10.0099 6.3277 7.2315
Si 1.6777 9.1226 7.3268
Si 6.2811 10.2575 7.4304
H 9.1845 1.7126 8.7824
O 3.9633 0.8403 8.9877
O 6.5853 10.4025 9.0793
O 0.8353 9.6583 8.6737
O 3.9668 7.0956 9.071
O 9.7681 6.7193 8.8169
O 0.9858 4.5246 9.0483
H 2.8153 7.9376 22.5148
H 5.3687 5.6214 22.4569
O 7.9741 3.1571 22.4312
O 0.1399 11.0643 22.2832
O 0.4965 5.6743 22.3316
O 2.5723 2.5139 22.2286
O 5.899 -0.139 22.2972
O 8.1444 7.887 22.3277
Si 10.9905 9.2154 13.9804
Si 5.8948 8.1376 16.4041
Si 9.1653 0.9552 19.15
Si 3.243 7.1185 17.5644
Si 2.2814 4.5832 18.9941
Si 0.7162 2.4314 14.5636
Si 7.1654 5.7728 11.6023
Si 8.6384 3.159 20.9366
Si 5.5102 3.3547 12.023
Si 1.2498 3.6917 10.4115
Si 2.4613 0.765 18.2926
Si 2.9647 9.3964 19.7191
Si 5.9707 3.574 16.1435
Si 3.1236 2.2951 20.7164
Si 7.2878 5.9676 14.6374
Si 6.1753 1.2315 14.3042
Si 9.9779 4.8013 15.6454
Si 8.3598 3.6477 18.0746
Si 10.7265 1.5063 11.727
Si 4.0059 10.0038 14.6602
Si 3.6046 1.565 10.3925
Si 6.8076 9.3931 10.331
Si 5.1383 -0.1641 20.8766
Si 0.5459 9.6128 10.2636
Si 2.4719 10.0858 12.2162
Si 8.915 7.89 20.8869
Si 7.2739 9.57 18.8712
Si 8.4381 10.6907 12.8305
Si 3.0597 5.4011 12.4045
Si 10.7583 5.2898 20.9027
Si 9.1754 7.4484 10.1152
Si 1.4794 6.6317 14.909
Si 4.7149 7.2299 10.5077
Si 2.8983 3.0963 16.5112
Si 1.1633 10.6746 16.0411
Si 0.1102 10.3107 20.8433
O 7.8406 8.2885 9.7249
O 10.0522 9.0396 20.9275
O 8.0887 4.0469 19.6572
O 4.8199 7.2522 17.224
O 11.0191 9.5485 15.5887
O 9.3648 4.5806 17.1601
O 3.1898 1.6101 17.1126
O 4.1132 9.4642 20.8886
O 0.7468 1.9886 12.9914
O 8.486 1.5843 20.508
O 3.2773 3.7816 20.0331
O 0.9457 5.1827 19.718
O 3.1372 0.5141 11.579
O 2.3716 7.2354 16.1677
O 6.0299 2.2981 13.1154
O 8.4674 10.5979 18.4885
O 6.6625 9.0882 17.4561
O 5.0723 8.9884 15.3025
O 6.222 10.4842 19.7067
O 3.6523 6.7339 11.6496
O 0.6344 7.6834 13.9485
O 10.3111 8.5222 10.6624
O 10.3849 3.4061 14.8887
O 4.7453 0.4843 14.4397
O 1.9581 9.1499 10.9804
O 9.4879 9.5325 13.3841
O 2.6703 10.2385 15.5621
O 4.4589 1.3415 20.7428
O 6.0294 6.2679 10.544
O 2.0726 1.5801 19.66
O 3.5313 10.5618 18.71
O 4.9128 2.4527 10.8024
O 0.5378 1.1034 15.4499
O 2.3688 2.5635 10.0973
O 4.3081 4.3387 12.5688
O 6.3743 4.6793 15.0222
O 2.7369 8.1405 18.7341
O 8.8637 5.5703 14.7383
O 5.3477 8.7377 10.7433
O 6.8921 4.16 11.6352
O 6.9337 6.3979 13.1034
O 0.2195 0.2153 10.7772
O 6.8424 3.7801 17.4966
O 1.1905 -0.0391 17.6494
O 10.1572 3.769 21.0973
O 6.3931 2.0679 15.6805
O 9.2563 1.0842 12.3126
O 7.8312 8.2725 19.7122
O 1.8813 3.7397 17.635
O 1.8178 4.7163 11.5657
O 4.3656 3.785 16.3725
O 2.1499 3.0911 15.0502
O 1.575 9.7215 20.478
O 7.4991 10.1093 11.6236
O 10.5987 0.4323 19.6954
O 3.5777 9.4056 13.1958
O 10.8025 2.8743 10.8111
O 9.6266 6.4379 20.5692
O 6.9843 7.2093 15.6393
O 1.1084 10.2036 13.1746
O 7.4311 0.217 14.0361
O 0.391 5.7009 15.6855
O 9.1063 2.1717 18.0496
O 2.4803 5.841 13.8765
O 8.6721 6.2652 11.1513
O 3.2052 5.7316 18.3691

Results
free energy: -128314.915 eV
free energy less fixed offsets of H -15.97, O -568.88, Si -635.61 eV per atom: 6.155 eV

Forces (eV/angstrom), in the order of the atoms: element, x, y, z
Si -0.0733 0.0424 0.147
Si 0.0504 -0.0685 0.1783
Si -0.0329 0.0673 0.1662
Si 0.0583 -0.048 0.1439
Si 0.0469 -0.0721 0.1584
Si -0.004 -0.0047 0.0235
Si 0.0026 0.0029 0.0235
Si -0.0465 0.0509 0.1441
Si -0.0196 0.0367 0.05
Si 0.0132 -0.0236 0.0343
Si -0.0526 0.037 0.0414
Si 0.0242 -0.0155 0.0455
Si 0.0337 -0.0287 0.035
Si -0.0276 0.0378 0.0422
Si 0.0364 -0.0473 0.0315
Si -0.0328 0.0128 0.0295
Si -0.0146 -0.0213 -0.1609
Si 0.0195 0.0238 0.1524
Si -0.0033 0.0271 0.1632
Si 0.027 -0.0112 -0.1526
Si -0.0079 -0.0256 0.2056
Si 0.001 -0.0224 -0.1344
Si 0.0385 0.0139 -0.1444
Si 0.0175 0.0371 0.2014
Si 0.0117 0.0287 0.1512
Si -0.0337 0.0265 -0.2657
Si 0.0218 0.0431 -0.3675
Si -0.0078 0.0428 0.1058
Si -0.0424 0.0433 -0.2627
Si -0.0227 -0.0172 0.1328
Si -0.0201 -0.0073 0.1349
Si -0.0494 -0.0547 -0.2824
Si 0.0282 -0.0689 0.02
Si -0.0248 0.0003 0.0161
Si 0.0586 -0.0239 0.0489
Si 0.0236 0.015 -0.005
Si -0.0353 0.014 0.0216
Si 0.0571 -0.0999 0.0283
Si 0.0228 0.0117 -0.0039
Si 0.0192 -0.0322 0.0448
Si 0.157 -0.2645 0.038
Si -0.1452 0.1173 0.0747
Si 0.2279 -0.1433 -0.0629
Si -0.1507 0.1272 0.005
Si -0.1227 0.1248 0.0882
Si 0.2037 -0.1516 -0.0206
Si -0.086 0.0791 -0.0196
Si 0.2372 -0.1095 -0.0737
Si -0.1793 0.219 0.1652
Si 0.0039 -0.2159 -0.0889
Si 0.1379 -0.1149 -0.1033
Si -0.1532 0.1905 0.1759
Si 0.0991 -0.1914 -0.1485
Si -0.1519 0.1742 0.1315
Si -0.1609 0.1761 0.1947
Si 0.1726 -0.1117 -0.1482
Si -0.0962 0.0676 -0.0552
Si -0.036 0.0665 0.0039
Si 0.0649 -0.0132 -0.0489
Si -0.063 0.0515 -0.0075
Si 0.0465 -0.0319 -0.0239
Si -0.058 0.0703 -0.0542
Si -0.0457 0.0306 -0.0503
Si 0.0048 -0.0147 -0.048
Si 0.0872 -0.0969 -0.091
Si 0.1314 -0.0517 0.2444
Si -0.0174 -0.0163 -0.1048
Si 0.0702 -0.011 0.2725
Si 0.0165 -0.0443 0.3334
Si 0.0445 -0.0393 -0.1323
Si -0.1181 0.0306 0.3195
Si 0.0575 0.0248 -0.0982
Si 0.0513 0.1326 0.1403
Si -0.358 0.0102 -0.0486
Si -0.0315 -0.2784 0.1932
Si -0.0372 0.3147 -0.1198
Si 0.0096 0.008 -0.1786
Si 0.2789 0.0102 0.1669
Si -0.0099 0.0092 -0.1214
Si -0.151 -0.0732 0.1229
Si 0.0135 -0.1095 0.0039
Si 0.1979 -0.1101 -0.0725
Si 0.0872 -0.1879 -0.0814
Si -0.3005 -0.0129 -0.2292
Si 0.0075 0.0427 -0.0863
Si 0.1067 0.3213 -0.2892
Si 0.0971 -0.0225 -0.0204
Si -0.0318 -0.0128 -0.0566
Si -0.0068 0.0883 -0.4283
Si 0.0344 0.0349 0.0853
Si -0.0119 0.0755 -0.2535
Si -0.2264 0.1286 0.4337
Si -0.1249 0.0935 -0.2404
Si -0.0801 -0.0031 -0.3902
Si 0.1047 -0.0587 -0.2342
Si -0.0817 -0.0001 -0.2629
H 0.2466 -0.2671 -0.0047
O -0.1188 0.0472 0.4488
O 0.0437 -0.0978 0.3197
O -0.1196 0.0631 0.351
O 0.0938 -0.0112 0.3635
O -0.0484 0.1528 0.4171
O 0.067 -0.076 0.3518
H -0.0008 -0.0056 -0.0222
H 0.0076 -0.0033 -0.0205
O -0.0136 0.0496 -0.2402
O 0.0553 -0.0829 -0.2606
O -0.0541 0.0294 -0.2495
O 0.0705 -0.0699 -0.2978
O -0.0734 0.0439 -0.2729
O 0.0835 -0.0556 -0.278
Si -0.0123 0.0608 -0.2018
Si 0.0102 0.011 -0.063
Si 0.0167 0.0064 0.1115
Si -0.0246 0.0103 0.0091
Si -0.0192 -0.0152 0.1109
Si 0.0004 -0.0422 -0.2261
Si 0.0387 -0.0313 -0.3468
Si -0.0108 0.0037 0.2627
Si -0.0015 -0.0017 -0.3386
Si -0.068 0.015 -0.4085
Si -0.0032 0.0001 0.0687
Si 0.0034 0.0168 0.1426
Si 0.0212 -0.0062 -0.0888
Si -0.0309 0.0105 0.2687
Si -0.0371 0.0212 -0.2518
Si 0.0284 0.0318 -0.2207
Si -0.0062 -0.0057 -0.0798
Si 0.0053 0.0017 0.0727
Si -0.0085 0.0264 -0.361
Si -0.0263 0.0127 -0.1873
Si 0.0574 -0.0458 -0.4068
Si -0.0544 0.0419 -0.3849
Si 0.0515 0.0082 0.2543
Si -0.028 -0.0337 -0.4256
Si 0.0008 0.0605 -0.3324
Si -0.0364 -0.0148 0.2573
Si -0.0062 -0.0055 0.1003
Si -0.0231 0.0065 -0.2864
Si 0.0283 -0.0089 -0.3079
Si 0.028 0.02 0.2484
Si 0.0633 -0.0909 -0.3746
Si 0.0359 -0.0121 -0.1713
Si 0.001 0.0112 -0.3812
Si -0.021 -0.0017 -0.0469
Si -0.0049 -0.0065 -0.0726
Si -0.0107 0.04 0.2438
O -0.0134 0.0153 0.1541
O 0.0095 0.0073 -0.0786
O -0.0126 0.0038 -0.0993
O 0.0018 -0.0043 0.0077
O 0.0089 0.0062 0.0783
O -0.0074 0.0008 0.0148
O 0.0081 0.0058 -0.0048
O -0.025 -0.0053 -0.0912
O 0.0414 0.0368 0.2333
O 0.0086 -0.0369 -0.1028
O -0.0058 0.0339 -0.0908
O 0.0574 -0.0128 -0.0939
O -0.0596 -0.1118 0.1945
O 0.0188 0.007 0.0545
O 0.0288 -0.1011 0.2051
O -0.0016 -0.0026 -0.0323
O -0.0066 -0.0034 -0.0181
O 0.0307 -0.0321 0.0607
O 0.0411 -0.0246 -0.0891
O -0.0859 -0.0705 0.1847
O 0.007 -0.0332 0.0736
O 0.0222 0.0422 0.1423
O -0.0159 0.0336 0.0607
O -0.0165 -0.0216 0.0652
O 0.0612 0.0092 0.1905
O 0.0512 -0.0387 0.1052
O -0.0205 0.0075 0.056
O -0.0038 0.001 -0.079
O 0.0254 -0.0254 0.1301
O -0.0069 -0.0253 -0.0861
O -0.0067 0.007 -0.0493
O 0.0378 0.0619 0.1799
O 0.0045 -0.0177 0.0628
O -0.0051 0.0138 0.13
O -0.0371 0.0194 0.1034
O -0.0088 -0.0256 0.0802
O 0.0079 -0.0288 -0.0481
O 0.0362 -0.0152 0.0655
O -0.0133 0.0029 0.1284
O -0.0213 -0.0161 0.1134
O 0.0135 0.0185 0.2523
O -0.0134 0.0733 0.1661
O -0.0017 0.0009 0.0065
O 0.0021 -0.0008 -0.0028
O -0.0073 -0.0079 -0.0953
O -0.004 0.0334 0.0769
O -0.0396 -0.0269 0.116
O -0.0306 0.0312 -0.0972
O 0.004 -0.0015 -0.0189
O 0.0763 0.0754 0.1877
O -0.0097 -0.0007 0.0221
O 0.0264 0.0087 0.0696
O 0.0379 -0.0121 -0.0802
O 0.0826 0.0711 0.2323
O -0.0267 0.0249 -0.0793
O 0.0459 -0.0085 0.1574
O -0.021 -0.0551 0.1669
O -0.0016 -0.0003 -0.0761
O -0.0134 0.0294 0.0703
O -0.0549 -0.0359 0.1527
O -0.0474 0.0226 0.1077
O -0.0156 -0.0057 0.0414
O -0.0022 0.0099 -0.0371
O -0.0669 0.0486 0.1704
O -0.0513 -0.0293 0.1757
O 0.0138 0.0129 -0.0273

The program warned: the cutoff lies below the one the program advises for these potential files; the exchange-correlation potential is rough where the density is thin.
